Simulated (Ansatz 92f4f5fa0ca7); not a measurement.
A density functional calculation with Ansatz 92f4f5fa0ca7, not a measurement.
Periodic cell of 237 atoms, Si146O90B1, from a study of silicon, its oxide and their interface. The atomic structure is a simulated model.
Doubt: the cutoff is far below the 930 eV that the study's wrapper takes by default for these files, so forces and energies are approximate.

Settings
functional: PBE
potential files: Ansatz PAW
basis: plane waves
wave-function cutoff: 580 eV
density cutoff ratio: 5
exchange-correlation grid ratio: 1
k mesh: 1 x 1 x 1, Gamma-centred
self-consistency stop: 5e-08 eV per atom in the density residual
occupations: fixed
spin: none
net charge: -1 e, with a uniform compensating background and no finite-size correction

Cell vectors (angstrom)
a  11.6015  0  0
b  0  10.938  0
c  0  0  32.0622

Atoms: element, x, y, z (angstrom)
Si  -0.1851  -0.1029  23.2681
Si  3.6934  0.2724  23.1203
Si  7.4455  -0.1314  23.4208
Si  1.6778  1.3974  23.4231
Si  5.7224  1.5001  23.2958
Si  9.421  1.1531  23.3034
Si  0.1542  5.4069  23.4349
Si  4.3458  5.4891  23.4286
Si  7.8429  5.6087  23.7137
Si  2.25  6.61  23.3352
B  6.0878  6.6743  23.5141
Si  9.8652  6.8328  23.6901
Si  1.9266  2.7267  25.3658
Si  5.8178  2.7072  25.3403
Si  9.6623  2.6253  25.2305
Si  11.5931  4.0366  25.3475
Si  3.9157  4.0659  25.2946
Si  7.7828  4.0192  25.4084
Si  2.0006  8.1743  25.1557
Si  5.8239  8.004  25.1241
Si  9.7254  8.2722  25.4952
Si  11.6587  9.5604  25.2779
Si  3.9395  9.5477  25.0103
Si  7.6706  9.4645  25.3559
Si  11.6766  -0.0096  27.2125
Si  3.9176  -0.0757  27.0718
Si  7.7609  -0.0488  27.2363
Si  2.0124  1.3255  27.2464
Si  5.8319  1.3002  27.216
Si  9.7098  1.3019  27.19
Si  11.5962  5.4738  27.2254
Si  3.8583  5.441  27.2177
Si  7.725  5.452  27.2821
Si  1.9456  6.8335  27.1421
Si  5.7796  6.8084  27.1757
Si  9.6598  6.8177  27.3345
Si  1.9668  2.7165  29.167
Si  5.809  2.7157  29.1276
Si  9.6902  2.7157  29.1183
Si  0.0278  4.0849  29.1408
Si  3.8813  4.0943  29.1592
Si  7.7474  4.0814  29.1907
Si  1.9517  8.182  29.102
Si  5.8119  8.1755  29.1168
Si  9.687  8.1993  29.2361
Si  0.0272  9.5551  29.1503
Si  3.8853  9.5499  29.0717
Si  7.7457  9.5457  29.1789
Si  0.0158  0.0004  31.0867
Si  3.8746  -0.0043  31.0342
Si  7.7399  0.0052  31.0909
Si  1.9462  1.367  31.1032
Si  5.8056  1.367  31.0628
Si  9.6797  1.3616  31.0712
Si  0.0232  5.4603  31.0755
Si  3.8873  5.4725  31.0879
Si  7.7535  5.4636  31.1211
Si  1.953  6.8332  31.0527
Si  5.8193  6.8346  31.0723
Si  9.6929  6.8242  31.1508
Si  1.9464  2.7501  0.9761
Si  5.8082  2.7464  0.9272
Si  9.6771  2.7337  0.9528
Si  0.0009  4.1056  0.9463
Si  3.8802  4.1186  0.9687
Si  7.7501  4.1109  0.9968
Si  1.9427  8.2122  0.9268
Si  5.8104  8.2243  0.9343
Si  9.6809  8.2203  1.0084
Si  0.0116  9.5901  0.9772
Si  3.8724  9.5888  0.9354
Si  7.7494  9.5806  0.9674
Si  11.6228  0.0356  2.9164
Si  3.8676  0.0232  2.893
Si  7.7528  0.0215  2.8918
Si  1.9472  1.4049  2.9212
Si  5.8241  1.3669  2.8333
Si  9.6724  1.3865  2.9064
Si  11.5769  5.5032  2.8562
Si  3.8899  5.5006  2.9009
Si  7.7469  5.5147  2.922
Si  1.9248  6.8261  2.8463
Si  5.8213  6.8673  2.8673
Si  9.6717  6.9011  2.9721
Si  1.9223  2.8371  4.821
Si  5.8458  2.721  4.7486
Si  9.6045  2.7967  4.8206
Si  11.5484  4.1367  4.7689
Si  3.9303  4.0997  4.8133
Si  7.7239  4.2068  4.888
Si  1.9  8.1524  4.7894
Si  5.8185  8.2635  4.7728
Si  9.6742  8.3241  4.9104
Si  11.6453  9.6587  4.8859
Si  3.8288  9.4929  4.7699
Si  7.734  9.6783  4.8818
Si  11.6055  0.2378  6.7753
Si  3.7578  -0.0495  6.6376
Si  7.7204  0.0455  6.9104
Si  2.0597  1.5141  6.7605
Si  5.7226  1.2717  6.6266
Si  9.6496  1.5216  6.8175
Si  11.5361  5.5033  6.684
Si  3.9959  5.4295  6.7768
Si  7.7469  5.6756  6.8302
Si  1.9894  6.6419  6.6348
Si  5.821  6.9798  6.7326
Si  9.765  7.0443  6.9111
O  10.0053  7.9731  8.3063
O  7.6682  9.9252  8.2298
O  7.3979  4.7657  8.1869
O  3.3627  10.3325  8.1827
O  2.0517  7.5393  8.0207
O  4.0232  4.5842  8.2368
O  9.7738  2.4612  8.2033
O  2.6373  2.3332  8.132
O  11.4055  4.5755  8.0577
O  5.3837  2.3495  7.8432
O  5.8188  7.9742  8.0832
O  11.3087  10.3306  8.163
O  11.3849  9.9246  21.8416
O  3.3859  10.9825  21.4701
O  6.3549  7.2721  22.2145
O  4.3436  4.5881  21.991
O  7.2196  9.8289  22.079
O  9.8604  7.8085  22.3339
O  1.6275  2.4575  22.1402
O  5.9648  2.4859  21.9554
O  8.2666  4.8125  22.2931
O  -0.1167  4.4777  22.0581
O  2.4529  7.3742  21.8637
O  9.1778  1.907  21.8439
Si  1.9258  7.7816  9.5987
Si  5.1005  0.5149  17.7598
Si  2.5023  5.4353  14.0061
Si  10.5546  3.8935  14.0258
Si  8.2575  2.4079  15.2221
Si  9.6212  2.354  20.3507
Si  10.5169  3.6532  9.0537
Si  0.0287  2.3288  11.5553
Si  11.0713  8.1413  15.4023
Si  5.1628  6.9245  14.049
Si  5.7849  2.6141  11.1202
Si  8.4936  7.7808  19.422
Si  8.096  4.9356  20.6912
Si  5.9775  9.6036  15.2175
Si  1.8783  7.6265  20.3659
Si  1.944  4.9596  18.8065
Si  4.4576  3.364  18.1176
Si  8.5731  8.9943  16.8378
Si  0.8534  9.4932  13.2952
Si  9.9228  10.657  11.7294
Si  5.3725  3.7314  21.0568
Si  0.6047  5.4907  16.2618
Si  10.791  9.1534  9.1452
Si  6.3925  8.6185  21.3398
Si  7.1191  7.113  11.5168
Si  2.6785  0.7444  12.192
Si  10.7058  8.5786  21.1829
Si  5.9759  4.2678  15.6878
Si  7.0845  0.4756  12.9636
Si  4.0815  2.9812  8.5971
Si  0.886  6.7616  11.8922
Si  6.5627  9.0452  9.0742
Si  0.6895  3.3571  21.1763
Si  9.8116  6.5585  12.8915
Si  7.7375  4.5484  9.7613
Si  3.7651  9.9343  20.271
Si  4.2787  3.0343  13.5191
Si  3.8489  10.0156  9.7115
Si  8.1149  0.8638  18.0248
O  11.5037  3.2696  12.8686
O  9.3635  4.4846  9.8738
O  8.9739  3.7815  19.9626
O  4.3128  -0.3349  18.8931
O  11.3172  4.5252  15.3099
O  9.8725  9.7888  10.3395
O  3.7735  1.5419  13.1034
O  0.702  9.0587  14.8583
O  6.5325  1.0312  18.378
O  4.6743  3.1208  19.7131
O  6.2652  1.1589  11.7158
O  0.5575  8.6333  9.854
O  5.6319  4.1749  17.284
O  8.4618  7.2661  12.3975
O  4.4316  2.6698  10.1707
O  2.0917  5.5707  15.5729
O  3.3624  0.0815  10.8794
O  5.9135  7.1685  12.6118
O  2.2985  6.4818  19.2772
O  0.6725  4.921  17.7775
O  8.4281  10.686  12.3788
O  5.4675  10.0868  9.6737
O  0.2596  7.6542  20.4961
O  9.7302  2.635  14.6086
O  2.0264  10.6  13.2097
O  10.0265  9.1239  16.1349
O  6.1479  10.3356  13.7587
O  7.4337  1.5928  14.0885
O  1.6696  4.0796  20.1219
O  5.8031  5.7448  14.9988
O  7.4325  9.0262  15.6835
O  1.5023  1.6795  11.6067
O  7.1466  8.2908  10.3912
O  4.2454  1.8754  17.4452
O  7.0695  3.1663  10.2921
O  11.5983  6.9935  16.4128
O  8.389  10.2311  17.8397
O  3.2732  8.5403  10.1004
O  7.534  3.843  15.4824
O  3.1512  4.3029  17.9498
O  2.9439  3.937  13.5961
O  1.3506  8.2262  12.4198
O  1.2007  5.7139  13.0814
O  5.0502  8.2959  14.9252
O  11.2501  2.4306  20.3231
O  10.9998  10.0133  12.7682
O  5.3641  3.5519  12.3996
O  5.017  3.1482  14.9604
O  6.5135  4.703  20.4002
O  8.4277  1.6089  16.6149
O  10.4068  1.2515  11.4608
O  10.8808  6.6473  11.6542
O  2.4647  9.0489  19.8295
O  1.726  6.4403  10.5238
O  7.0521  8.3621  19.8757
O  8.5098  7.6652  17.7828
O  3.6514  6.5063  13.6417
O  9.5687  5.0117  13.3457
O  4.8579  8.9847  20.9863
O  10.3469  7.411  14.1505
O  8.6802  6.2949  20.0303
O  7.1094  5.7097  10.7009
O  5.3302  10.5679  16.3812
O  9.0978  1.3212  19.2161
O  11.5831  3.1535  10.1612
O  9.6538  8.8134  19.9582

Results
free energy: -144146.683 eV
free energy less fixed offsets of B -154.04, O -568.88, Si -635.61 eV per atom: 5.617 eV

Forces (eV/angstrom), in the order of the atoms: element, x, y, z
Si  0.0034  -0.0111  0.0056
Si  -0.0186  0.0137  -0.0056
Si  -0.0063  -0.0148  -0.031
Si  0.0093  -0.011  0.0101
Si  0.0065  -0.0062  0.0103
Si  -0.0009  -0.0081  0.013
Si  -0.0113  0.0204  0.0168
Si  0.0727  0.0274  0.004
Si  -0.0366  0.0529  -0.0147
Si  -0.0373  -0.0096  0.0063
B  -0.0114  -0.0115  0.0326
Si  0.0124  0  0.0332
Si  -0.0033  -0.0017  0.0052
Si  0.0081  -0.0031  -0.0055
Si  -0.0108  0.0056  0.0126
Si  0.0069  -0.0033  -0.0109
Si  -0.0298  -0.0108  0.0043
Si  0.0267  -0.0399  0.0361
Si  0.0161  0.0017  -0.009
Si  0.0019  -0.0219  -0.0067
Si  -0.0034  -0.0093  -0.0168
Si  -0.0082  0.0091  -0.0004
Si  -0.0104  -0.0013  0.0182
Si  0.0043  0.0061  0.0189
Si  0.002  0.0061  -0.0032
Si  -0.0035  -0.0004  -0.0146
Si  0.005  0.0027  -0.0066
Si  0.0004  -0.0002  0.0012
Si  -0.0033  -0.0059  0.0065
Si  0.0006  0.0012  -0.0101
Si  -0.003  -0.003  0.0056
Si  0.0002  0.0089  0.004
Si  0.0073  0.0035  -0.003
Si  -0.002  -0.0056  0.0045
Si  0.0004  0.0175  0.0074
Si  -0.0019  0.0036  0.0007
Si  -0.0084  0.0005  -0.0038
Si  0.0016  0.0034  -0.0021
Si  0  0.0017  0.0013
Si  -0.001  0.002  -0.0027
Si  0.0017  0.0015  0.0085
Si  0.002  -0.0041  0.0014
Si  0.0007  -0.0001  0.0023
Si  0.0028  -0.0113  -0.0034
Si  -0.0004  -0.0068  -0.0078
Si  0.0025  0.0036  0.0043
Si  -0.0003  0.0009  0.0062
Si  -0.0097  -0.0009  -0.0061
Si  -0.0007  -0.0031  -0.0039
Si  -0.0025  -0.007  -0.0038
Si  0.0026  -0.0006  -0.0009
Si  0.0007  0.0022  0.0032
Si  -0.0024  0.0014  0.0014
Si  0  0.005  -0.0025
Si  -0.0001  -0.0035  -0.0004
Si  -0.0001  -0.0042  0
Si  -0.002  -0.0011  -0.002
Si  -0.0015  0.0045  -0.0016
Si  -0.0014  0.0047  -0.0023
Si  -0.0009  0.0058  0.0023
Si  -0.0029  -0.0005  -0.0049
Si  0.0022  -0.0009  0.0015
Si  -0.001  -0.0027  -0.0043
Si  0.0034  0.0041  0.0041
Si  -0.0013  0.0036  0.0002
Si  -0.0021  -0.0009  0.0002
Si  0.0005  -0.0032  0.0041
Si  -0.002  -0.0045  0.0058
Si  0.0016  -0.0061  -0.0009
Si  0.0022  0.0003  -0.0047
Si  -0.0006  0.0029  -0.0045
Si  -0.0029  0.0021  -0.0019
Si  -0.0005  -0.0001  -0.0001
Si  0.0013  -0.0014  0.0003
Si  -0.0006  -0.0005  -0.0007
Si  0.0008  0.0005  -0.0001
Si  -0.0009  0.0039  -0.0013
Si  -0.0013  0.0007  0.0004
Si  0.001  -0.0019  -0.0016
Si  -0.001  0.0001  -0.0001
Si  0  0.0021  -0.0001
Si  -0.0004  0.0017  -0.0021
Si  -0.0006  0.0015  -0.0021
Si  0.0004  0.0008  -0.0021
Si  0.0004  -0.0025  0.0049
Si  0.0014  -0.0041  0.0021
Si  0.0019  -0.0019  0.0047
Si  0  0.0044  0.0041
Si  0.0011  0.0024  0.0034
Si  0.0013  0.0009  0.0035
Si  0.0014  -0.0052  0.003
Si  0.0001  -0.0035  0.0043
Si  -0.0006  -0.0042  0.0054
Si  -0.0002  0.0022  0.0035
Si  0.0004  0.0031  0.0032
Si  0.0002  0.0024  0.0035
Si  0.0025  0.0015  -0.007
Si  0.0028  0.0009  -0.0095
Si  0.0029  0.0049  -0.0099
Si  -0.0029  -0.0005  -0.0085
Si  0.0002  -0.0041  -0.0029
Si  -0.0034  -0.0038  -0.0095
Si  0.0017  0.0008  -0.0091
Si  0.0005  0.0006  -0.0073
Si  0.0044  0.0045  -0.0111
Si  -0.0032  -0.0027  -0.0076
Si  -0.0012  -0.004  -0.0077
Si  -0.0032  -0.002  -0.0109
O  0.0066  0.0144  0.0086
O  -0.0059  -0.012  0.0074
O  0  -0.0114  0.0132
O  0.001  -0.0065  0.0147
O  0.0003  0.0085  0.0153
O  0.0016  -0.0107  0.0036
O  0.0052  0.0128  0.0084
O  0.0074  0.0057  0.0006
O  -0.0058  -0.0116  0.0085
O  -0.006  0.0075  0.0017
O  0.0044  0.014  0.0086
O  -0.0024  -0.0136  0.0078
O  -0.0037  -0.0003  0.0002
O  0.0649  -0.1015  -0.062
O  0.0005  0.1177  -0.1166
O  0.005  -0.0379  -0.034
O  -0.0566  -0.0208  -0.0099
O  -0.0051  0.0077  -0.0134
O  -0.0004  0.0063  -0.0118
O  0.0019  0.0135  -0.0172
O  0.0153  -0.0212  -0.0473
O  0.0063  -0.0258  -0.0214
O  0.0001  0.0027  0.0089
O  0.0025  0.0055  -0.0143
Si  0.0024  0.0023  -0.0066
Si  0.0012  -0.0089  -0.0113
Si  -0.0001  -0.0008  -0.0011
Si  0.0039  0.0029  -0.0068
Si  0.0037  -0.0122  -0.004
Si  -0.0018  0.0129  0.0017
Si  0.0002  -0.0008  -0.0074
Si  -0.0005  0.0034  -0.0003
Si  -0.0013  -0.0039  -0.0057
Si  0.0017  0.0004  -0.0069
Si  -0.0031  0.0027  -0.0019
Si  0.0139  -0.0084  -0.0026
Si  0.0133  0.0099  0.0291
Si  0.0015  0.0052  -0.0027
Si  0.0024  -0.0004  -0.0053
Si  0.0018  0.0039  0.0051
Si  -0.0061  0.0019  -0.0061
Si  -0.0017  -0.0058  -0.0088
Si  0.0009  0.0015  -0.0032
Si  0.0002  -0.0055  -0.0016
Si  -0.0119  0.0136  0.0367
Si  -0.0003  -0.004  0.0033
Si  -0.002  -0.0028  -0.01
Si  -0.0715  -0.0136  0.0838
Si  0.0013  -0.0002  -0.0045
Si  0.0029  -0.003  -0.0031
Si  0.0004  -0.0029  0.0117
Si  -0.0013  -0.001  -0.002
Si  -0.0017  0.0032  0.003
Si  -0.0034  0.0049  -0.0031
Si  0.0033  -0.0008  -0.0018
Si  0.0019  0.0011  -0.0066
Si  -0.0032  0.0148  0.014
Si  -0.0006  0.0012  -0.0003
Si  0.0013  0.0005  -0.0044
Si  0.0135  -0.0579  0.0942
Si  0.0029  0.0003  -0.0033
Si  0.0006  -0.0002  -0.0046
Si  0.0084  0.0152  -0.0019
O  -0.0015  0.0005  0.0017
O  -0.0037  0.002  -0.0022
O  0.0137  -0.0249  -0.0009
O  0.0025  0.0045  0.0027
O  -0.0031  -0.0025  0.0024
O  -0.0039  0.0081  0.0085
O  0.0006  0.0025  0.0014
O  0.002  0.0003  0.0054
O  0.004  -0.004  0.0046
O  -0.008  -0.0049  -0.0113
O  0.0035  -0.0042  -0.0002
O  0.0041  -0.0022  -0.001
O  0.004  0.0018  0.0035
O  0.0039  -0.0009  0.0005
O  0.0077  -0.0025  0.0072
O  0.0024  0.0006  -0.0003
O  -0.005  0.0059  0.0044
O  -0.0049  -0.001  0.0044
O  -0.0019  -0.0049  0.005
O  -0.0031  0.0018  -0.0032
O  -0.0027  0.0015  -0.0008
O  -0.003  0.0016  -0.0027
O  0.0064  0.0054  -0.0002
O  -0.0087  -0.0038  0.0087
O  -0.0025  -0.002  0.0016
O  0.0004  0.0023  0.0052
O  0.0013  0.0012  -0.0007
O  0.0065  0.0007  0.0026
O  0.0063  0.004  -0.0039
O  0.0004  0.0018  0.003
O  0.0001  -0.0012  0.0025
O  0.0002  -0.0006  -0.0038
O  0.0029  -0.0081  0.0058
O  -0.0057  -0.0002  0.0011
O  -0.0034  -0.0049  -0.0035
O  -0.0014  0.0026  0.0028
O  0.0009  -0.0013  0.0082
O  0  -0.0021  -0.0039
O  0.001  0.0025  0.0051
O  0.0035  -0.0006  0.0006
O  0.0009  0.0002  -0.0007
O  -0.0006  0.003  0.0006
O  0.0017  -0.0014  0.0002
O  -0.0014  -0.0015  0.0039
O  -0.0016  -0.005  -0.0018
O  0.0044  -0.0007  0.0014
O  -0.0029  0.0003  0.0021
O  -0.0015  0.0006  0.0023
O  -0.0259  0.0034  -0.0067
O  -0.0074  0.0022  0.001
O  0.0007  -0.0005  -0.0037
O  -0.0021  -0.0006  -0.002
O  0.0649  0.0523  0.0301
O  -0.0029  -0.0033  0.0021
O  -0.0153  0.0173  0.0106
O  -0.0033  0.0075  -0.0017
O  0.0003  -0.0002  0.0011
O  0.0002  -0.0016  0.0009
O  0.0067  0.0577  -0.0398
O  -0.0004  -0.0006  0.0036
O  0.0035  0.012  0.0025
O  -0.002  0.0058  0.0006
O  0.0011  -0.0044  0.0041
O  -0.0184  -0.0119  -0.0165
O  0.0054  -0.006  0.0056
O  -0.0113  0.0022  -0.0064

The program warned: the cutoff lies below the one the program advises for these potential files; the forces do not sum to zero within the program's tolerance; the exchange-correlation potential is rough where the density is thin.
